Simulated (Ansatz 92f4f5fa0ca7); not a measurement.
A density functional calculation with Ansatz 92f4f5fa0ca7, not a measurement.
Periodic cell of 223 atoms, Si132O90B1, from a study of silicon, its oxide and their interface. The atomic structure is a simulated model.
Doubt: the cutoff is far below the 930 eV that the study's wrapper takes by default for these files, so forces and energies are approximate.
This geometry differs little from another in the collection (a relaxation step or a small displacement).

Settings: functional PBE; potential files Ansatz PAW; basis plane waves; wave-function cutoff 580 eV; density cutoff ratio 5; exchange-correlation grid ratio 1; k mesh 1 x 1 x 1, Gamma-centred; self-consistency stop 5e-08 eV per atom in the density residual; occupations fixed; spin none; net charge -1 e, with a uniform compensating background and no finite-size correction.

Cell vectors (angstrom)
a 10.938 0 0
b 0 10.938 0
c 0 0 32.1988

Atoms and the computed forces on them: element, x, y, z (angstrom), force x, y, z (eV/angstrom)
Si 10.5936 0.1707 24.7291 0.0576 0.0809 -0.3299
Si 5.7515 10.6994 24.7401 -0.0316 -0.0058 -0.1372
Si 2.4828 2.952 24.6216 -0.0044 0.0078 -0.1306
Si 8.4507 2.4554 24.8024 -0.0307 0.0091 -0.1409
Si 0.2845 5.2092 24.7375 0.0174 0.0127 -0.1777
Si 5.0918 5.8151 24.6504 -0.0053 0.0139 -0.1824
Si 2.8455 8.0891 24.4977 -0.043 -0.0666 -0.3848
Si 7.9589 8.4616 24.6877 0.0193 0.0425 -0.1284
Si 1.313 1.3684 25.9398 0.0335 -0.0116 0.0558
Si 6.8671 1.3171 26.1115 -0.0097 0.0428 0.0555
Si 4.0327 4.1486 25.9683 0.0339 -0.0389 0.0538
Si 9.6231 4.0668 26.0446 -0.0403 0.0259 0.0328
Si 1.4061 6.8615 25.9729 -0.0048 0.0349 0.0899
Si 6.7535 6.8847 25.9649 0.0251 -0.0448 0.0377
Si 4.0843 9.5361 25.9336 0.0154 0.064 0.0739
Si 9.4718 9.6048 26.1059 -0.0345 -0.1295 0.1095
Si 2.7269 0.0104 27.2794 -0.0471 -0.0229 0.0369
Si 8.1697 -0.0173 27.5432 0.0235 0.0284 -0.0589
Si 0.0237 2.7107 27.4301 -0.0071 -0.0403 -0.0309
Si 5.4416 2.7654 27.3259 -0.0063 0.0121 0.0313
Si 2.7172 5.4955 27.4088 -0.0039 -0.0025 -0.0002
Si 8.1736 5.4819 27.2938 -0.0026 0.0167 0.0393
Si -0.019 8.195 27.3345 0.0318 0.0542 0.0056
Si 5.4306 8.2236 27.3981 0.015 -0.0152 0.0117
Si 4.0717 1.377 28.6982 0.0224 0.0147 -0.0278
Si 9.587 1.3673 28.8075 0.028 -0.005 0.0809
Si 1.3631 4.1086 28.7683 0.0098 0.0249 0.0701
Si 6.83 4.1186 28.7079 -0.0003 -0.009 -0.0263
Si 4.1045 6.8357 28.7708 -0.011 0.0081 0.0426
Si 9.5447 6.8358 28.7059 -0.0366 -0.0418 -0.0235
Si 1.3652 9.5814 28.6929 0.0144 0.0015 -0.0458
Si 6.7813 9.5538 28.8219 -0.0437 -0.033 0.0852
Si 0.0261 -0.0152 30.1329 -0.013 0.0075 -0.0117
Si 5.4209 0.0244 30.126 -0.0016 -0.0125 -0.0013
Si 2.7366 2.7366 30.1183 -0.0057 -0.016 0.0034
Si 8.1954 2.7572 30.1094 -0.0099 0.0159 -0.0019
Si -0.0318 5.4716 30.1006 0.0088 0.0084 0.0007
Si 5.4826 5.4693 30.1254 0.0071 -0.003 -0.01
Si 2.721 8.2239 30.0947 -0.0043 0.0002 0.0053
Si 8.1969 8.1823 30.13 0.008 0.0137 0.0035
Si 1.3821 1.3629 31.5056 -0.0117 0.008 0.0066
Si 6.8243 1.3847 31.4676 0.0104 0.0032 -0.0025
Si 4.1126 4.0963 31.4892 0.0053 0.0106 0.0006
Si 9.5613 4.1089 31.4946 -0.003 -0.0104 -0.0041
Si 1.3484 6.8501 31.4488 0.018 -0.0011 -0.0077
Si 6.8477 6.8226 31.5175 -0.0161 -0.0035 0.0061
Si 4.0744 9.5806 31.4977 0.0028 -0.0132 -0.0074
Si 9.578 9.5572 31.4887 0.0029 0.0084 0.0016
Si 2.7372 0.0005 0.6988 0.0071 0.0058 -0.0043
Si 8.1965 0.0108 0.6311 -0.006 -0.0091 0.0049
Si -0.0039 2.7357 0.6649 0.0084 0.003 0.0018
Si 5.4826 2.7347 0.6714 -0.0014 0.0025 -0.0024
Si 2.7291 5.4962 0.6209 -0.007 0.0036 0.0067
Si 8.2151 5.4565 0.6963 0.0002 -0.002 0.0004
Si 0.0104 8.1907 0.6632 -0.0043 -0.0013 -0.0046
Si 5.4653 8.2146 0.6627 0.0033 0.0071 0.0065
Si 4.133 1.3662 2.0509 -0.0198 -0.0002 0.0108
Si 9.56 1.3521 2.0273 -0.0016 0.0156 -0.0071
Si 1.3764 4.136 2.0004 0.0137 -0.0204 0.0169
Si 6.8494 4.0815 2.0604 -0.0047 0.0179 -0.0014
Si 4.0987 6.8343 2.0265 -0.0019 -0.0042 -0.0092
Si 9.5885 6.8364 2.0465 -0.0039 0.0012 0.011
Si 1.3767 9.5439 2.0465 -0.0133 0.0156 0.0025
Si 6.8326 9.6024 2.023 0.0101 -0.0124 0.0063
Si -0.0123 -0.0308 3.3782 -0.0343 -0.0549 -0.0482
Si 5.4939 0.0103 3.4598 0.0256 0.004 0.033
Si 2.7693 2.787 3.3516 0.035 0.0715 -0.0692
Si 8.197 2.6924 3.4398 -0.0211 -0.0401 0.0321
Si 0.027 5.4747 3.4212 0.0189 0.0107 0.0155
Si 5.4745 5.4698 3.3939 -0.0078 -0.0093 -0.0306
Si 2.7679 8.2044 3.4354 0.0281 0.0001 0.0353
Si 8.205 8.2288 3.3669 -0.0044 0.0253 -0.0551
Si 1.3887 1.3916 4.6142 0.0068 -0.0021 0.0766
Si 6.8489 1.345 4.9049 0.0029 0.0108 -0.031
Si 4.1542 4.0885 4.7932 -0.0154 -0.0231 0.0389
Si 9.578 4.0817 4.7529 0.0081 0.0128 -0.0142
Si 1.4169 6.8306 4.812 -0.0112 -0.0132 -0.011
Si 6.8228 6.8892 4.7166 -0.0009 -0.008 0.025
Si 4.1393 9.5745 4.8404 -0.0106 -0.0084 -0.042
Si 9.5516 9.5502 4.7814 0.016 0.0137 0.0385
Si 2.7448 0.1098 6.0479 -0.0119 -0.0114 -0.0001
Si 8.2051 -0.0656 6.2691 0.0034 0.0029 -0.021
Si 0.028 2.671 6.0361 -0.0025 0.004 -0.0129
Si 5.4781 2.7254 6.2862 0.0076 0.0134 -0.0166
Si 2.8155 5.4778 6.1785 -0.0016 -0.0075 -0.0285
Si 8.17 5.4787 6.0323 -0.0015 -0.0043 0.0015
Si 0.0116 8.1845 6.1458 0.0063 0.0117 -0.0186
Si 5.5321 8.2195 6.2332 0.0002 0.0025 -0.0016
Si 3.8403 1.5658 7.5928 0.0044 0.009 0.0239
Si 9.8381 1.1418 7.4478 -0.0126 -0.0229 0.0147
Si 1.6304 3.7959 7.3044 0.0224 0.0114 0.0142
Si 6.653 4.4145 7.4823 -0.0022 -0.035 -0.0095
Si 4.4057 6.6316 7.5452 -0.0177 -0.0028 0.0236
Si 9.3691 6.9417 7.3968 0.0205 -0.0074 0.0197
Si 1.1409 9.916 7.2873 0.0034 -0.0133 -0.0095
Si 7.1652 9.221 7.6767 0.0097 0.0128 0.0412
O 8.3244 8.0861 7.9191 -0.0142 -0.0114 0.0024
O 2.723 2.7327 7.9386 -0.0221 0.0063 0.0249
O 9.5202 1.3462 24.1941 0.027 -0.0198 0.1287
O 3.9842 6.9074 24.055 -0.1026 0.1482 0.1734
O 0.0295 0.0258 7.9486 0.0012 0.0122 0.0249
O 5.5244 5.5057 8.0357 0.0066 0.0195 0.0163
O 6.855 9.5964 24.1702 0.0127 -0.0182 0.0476
O 1.38 4.1007 24.1429 -0.0201 -0.0232 0.0708
O 3.855 7.3869 8.9342 0.0265 -0.0157 -0.0065
O 0.825 4.3634 8.6089 0.0059 -0.0185 -0.0079
O 9.8176 6.1536 8.7872 -0.0205 0.0129 -0.0041
O 2.1053 9.3775 8.5018 -0.0028 0.0163 0.0091
O 7.5087 3.9188 8.8087 -0.0087 0.0243 0.006
O 4.2637 0.921 9.0694 -0.0137 0.0023 -0.025
O 6.7479 9.5428 9.2407 0.0035 -0.0061 -0.0368
O 9.2086 1.8538 8.7999 0.0223 -0.0107 -0.0102
O 7.6798 3.1885 23.5514 0.0316 -0.0359 0.0508
O 10.5139 5.9131 23.4501 0.0115 -0.0069 0.031
O 5.1343 0.5193 23.4239 0.0313 -0.0212 0.0385
O 5.8095 5.118 23.342 -0.0116 0.0076 0.0512
O 3.1521 2.2877 23.2564 -0.0376 0.0256 0.0436
O 2.1536 8.8426 23.2371 -0.0252 -0.0001 0.0754
O 8.6491 7.7963 23.3555 -0.0142 0.0178 0.0377
O 0.1409 10.219 23.4989 0.0501 -0.0469 0.0625
Si 4.4273 1.6227 22.4648 0.0142 0.0019 -0.0231
Si 3.487 7.9134 14.055 0.0001 -0.0019 0.0121
Si 7.1272 0.9469 14.7057 -0.0012 -0.0063 0.0157
B 0.8747 9.3842 22.5477 0.0563 -0.0468 0.0614
Si 1.1738 4.2967 11.8937 0.0018 -0.003 -0.0085
Si 6.2572 8.9484 15.3544 0.0061 0.0004 0.0194
Si 0.6799 1.3538 12.3099 -0.0027 -0.0016 -0.01
Si 8.7007 5.0203 20.5567 0.0062 -0.02 0.0144
Si 0.3265 5.6985 9.3646 0.0148 0.0037 -0.0238
Si 5.0763 3.0835 17.9645 0.0059 0.0079 0.027
Si 0.8777 3.7114 16.7794 0.0032 0.0022 0.017
Si 10.404 2.7994 19.3026 0.0002 0.002 0.0181
Si 5.2763 1.1771 10.3482 0.0038 0.0055 -0.0132
Si 0.8581 0.0922 20.0418 -0.0225 0.0308 -0.0184
Si 6.6483 9.452 10.879 0.002 -0.0072 0.0046
Si 9.3394 9.6619 18.3952 -0.0109 -0.0078 0.0218
Si 9.3855 9.2433 12.6136 0.0069 -0.0011 -0.0026
Si 6.5797 3.8979 22.5891 -0.0036 0.0068 -0.0005
Si 2.4338 8.0649 9.3845 -0.0157 0.0016 -0.0276
Si 10.5818 7.3551 17.1029 -0.007 -0.0041 0.0162
Si 2.5047 6.2735 16.6035 0.0029 -0.0019 0.0259
Si 10.1763 4.4705 14.2121 -0.0009 0.0012 0.0123
Si 6.1191 9.1617 18.5517 0.0024 -0.0103 0.0357
Si 7.9664 2.5619 9.5837 -0.0132 -0.0062 -0.0152
Si 8.8796 2.1221 12.4686 0.0063 -0.0057 0.0079
Si 5.3364 6.2134 18.0927 -0.0038 0.0098 0.0293
Si 3.8824 0.5233 19.51 0.0172 -0.007 0.001
Si 4.2724 3.8301 12.0628 -0.0012 0.0039 -0.0122
Si 5.5423 6.5944 12.1561 -0.0016 -0.0035 -0.0155
Si 8.0109 2.4804 17.2787 0.0012 0.0034 0.0194
Si 4.3599 2.4638 14.9794 0.0015 -0.0061 0.0213
Si 1.5491 1.1901 15.2668 -0.003 -0.0014 0.012
Si 1.5674 9.4016 12.0633 -0.0056 0.0008 -0.0076
Si 8.0491 6.8374 13.8951 0.0012 0.0019 0.0112
Si 10.3758 9.8309 15.5344 -0.0033 -0.0027 0.0198
Si 9.9234 7.1413 22.534 -0.0028 -0.03 -0.0299
Si 8.122 5.4698 17.4535 -0.002 0.0058 0.0037
O 6.0419 7.9521 11.3039 0.0023 0.01 0.0046
O 5.9995 9.174 16.9282 0.0001 0.001 -0.0181
O 7.6981 1.3343 13.2303 0.0049 0.0043 -0.0074
O 0.8998 1.732 13.877 -0.0023 0.0001 -0.0098
O 9.4331 6.232 16.8824 0.0005 0.0002 -0.004
O 6.7645 6.194 13.1468 -0.0052 -0.0027 0.0013
O 5.1161 4.6261 18.6268 0.0008 -0.0101 -0.0134
O 9.2095 2.1277 18.3454 -0.0006 -0.0001 -0.0124
O 2.3246 0.0608 19.1919 0.0022 0.0023 -0.0185
O 9.4346 10.233 16.8276 0.006 -0.0014 -0.0161
O 2.7828 4.4253 11.7192 -0.001 -0.0015 0.0115
O 5.0367 10.2897 19.1293 -0.0095 0.0121 -0.013
O 9.4293 3.2284 13.4971 -0.0039 -0.0073 -0.0036
O 0.4186 1.7096 20.0542 0.0108 -0.0037 -0.0075
O 3.1634 1.3319 15.0556 0.0019 -0.0002 -0.0035
O 8.1984 5.4031 19.061 0.0037 -0.0017 0.0051
O 3.8959 6.5697 17.4001 -0.0033 -0.0024 -0.0166
O 4.5622 3.2601 16.4 -0.0023 -0.0045 -0.0166
O 9.0576 5.6442 14.3265 -0.0011 -0.0009 -0.0039
O 5.4919 2.8002 22.0779 0.005 0.0043 0.0002
O 10.6734 4.1125 15.7033 -0.0018 -0.0026 -0.0108
O 0.343 3.7976 18.3139 0.0011 -0.0029 -0.0125
O 10.3959 10.4681 19.3274 0.0156 -0.0015 -0.003
O 9.63 10.0225 14.071 -0.0033 -0.0021 -0.0122
O 11.0109 8.2302 22.1119 -0.0083 0.0215 0.0242
O 1.211 2.1391 16.5338 0.0007 -0.007 -0.003
O 9.7553 3.7684 20.4505 -0.0047 0.0099 -0.0111
O 8.1458 4.0082 16.7423 0.0013 -0.0016 -0.0037
O -0.0474 9.0996 11.9429 0.0056 -0.001 0.0085
O 6.564 2.3863 18.0295 -0.0026 -0.0017 -0.0101
O 5.5815 10.7121 11.1955 0.0009 0.0013 0.0088
O 7.7306 9.5676 18.8685 0.0033 -0.0009 -0.0141
O 10.0321 1.0064 12.0698 -0.0031 0.0027 0.0094
O 1.3089 6.9487 9.0743 -0.0017 -0.0043 0.0207
O 0.6182 4.7555 13.3625 0.0053 -0.0018 -0.0045
O 5.6936 7.5913 19.007 0.003 -0.0034 -0.0215
O 5.232 5.0788 11.5344 -0.0008 -0.0013 0.0131
O 2.7094 6.9661 15.1356 0.0043 0.0046 -0.0135
O 0.9095 2.7309 11.4771 0.0009 0.0047 0.009
O 0.8665 10.6656 15.5523 0.0011 -0.0013 -0.003
O 2.3913 8.5774 10.9209 0.0061 -0.0055 -0.0057
O 4.6956 2.4275 11.2725 0.0056 -0.0161 0.0029
O 4.2442 3.4946 13.689 0.0017 0.0053 -0.0116
O 2.1834 4.6667 16.5155 -0.0025 -0.0012 -0.0053
O 10.6933 8.2404 15.7222 0.0007 0.0021 -0.0049
O 6.9196 10.2806 14.7148 0.0023 0.0034 -0.0026
O 2.3449 8.9378 13.4384 -0.0029 0.0032 -0.0024
O 8.0347 1.511 15.9501 -0.001 -0.0031 -0.0118
O 4.1269 6.9844 12.8748 0.0041 -0.005 0.0007
O 4.1417 1.9627 18.714 -0.0048 -0.0058 -0.0081
O 7.358 4.5235 21.3214 -0.0167 -0.01 0.008
O 8.3989 2.895 11.1169 -0.0071 0.0034 -0.0086
O 1.1765 6.8575 17.3764 0.0001 -0.0022 -0.0118
O 5.6672 1.5809 14.7617 -0.0007 0.0026 -0.0057
O 8.1266 9.7452 11.6195 -0.0146 0.002 -0.0013
O 9.3291 6.3579 21.216 0.0179 0.0293 0.0335
O 8.9597 7.7089 12.8909 0.0009 0.0031 0.0021
O 1.6549 0.1072 11.8867 0.0016 -0.0036 0.0113
O 6.6487 6.1162 17.0956 0.0024 -0.0015 -0.0064
O 7.3851 7.7836 15.0635 0.003 -0.0044 -0.0074
O 1.2093 10.2414 21.3884 -0.036 -0.0197 0.0643
O 10.0106 8.1725 18.377 0.0032 0.0004 -0.0069
O 3.9914 0.8668 21.1009 0.0038 0.0152 0.0204
O 0.3307 5.3159 10.9337 -0.0039 0.0083 -0.005
O 6.691 1.5641 9.6323 0.0063 0.0037 0.0147
O 4.7741 8.6936 14.6999 -0.0085 -0.0024 -0.0072

Results
free energy: -135249.275 eV
free energy less fixed offsets of B -154.04, O -568.88, Si -635.61 eV per atom: 4.485 eV

The program warned: the cutoff lies below the one the program advises for these potential files; the forces do not sum to zero within the program's tolerance; the exchange-correlation potential is rough where the density is thin.
